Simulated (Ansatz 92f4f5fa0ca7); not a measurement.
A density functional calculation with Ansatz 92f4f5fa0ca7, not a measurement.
Periodic cell of 237 atoms, Si145O90P2, from a study of silicon, its oxide and their interface. The atomic structure is a simulated model.
Doubt: the cutoff is far below the 930 eV that the study's wrapper takes by default for these files, so forces and energies are approximate.

Settings
functional: PBE
potential files: Ansatz PAW
basis: plane waves
wave-function cutoff: 580 eV
density cutoff ratio: 5
exchange-correlation grid ratio: 1
k mesh: 1 x 1 x 1, Gamma-centred
self-consistency stop: 5e-08 eV per atom in the density residual
occupations: fixed
spin: none
net charge: 0

Cell vectors (angstrom)
a, 11.6015, 0, 0
b, 0, 10.938, 0
c, 0, 0, 32.0622

Atoms and the computed forces on them: element, x, y, z (angstrom), force x, y, z (eV/angstrom)
Si, -0.1934, -0.0675, 23.2723, 0.0015, 0.0026, -0.0008
Si, 3.6744, 0.1997, 23.1051, -0.0014, 0.0003, -0.0062
Si, 7.554, -0.1311, 23.443, -0.0059, -0.0001, -0.0039
Si, 1.6898, 1.3706, 23.4172, -0.0061, -0.0036, -0.0021
Si, 5.7359, 1.4089, 23.1853, 0.0015, -0.0044, -0.008
Si, 9.4469, 1.2287, 23.3596, -0.0008, -0.0002, -0.004
Si, 0.1626, 5.3148, 23.4564, -0.0044, -0.0017, -0.0038
Si, 4.1241, 5.296, 23.3862, 0.0042, -0.0009, -0.0076
Si, 8.0344, 5.6099, 23.5414, -0.005, -0.0026, -0.0046
Si, 2.1615, 6.5851, 23.3641, -0.0042, -0.0011, -0.004
Si, 5.9667, 6.7704, 23.4769, 0.0002, 0.002, 0.0004
Si, 10.0111, 6.8688, 23.5938, 0.0002, 0.0009, -0.0036
Si, 1.9065, 2.6663, 25.3796, 0.001, 0, -0.0016
Si, 5.8332, 2.6575, 25.2521, 0.0017, 0.0014, -0.0022
Si, 9.6333, 2.6895, 25.2601, -0.0003, 0.0009, -0.0035
Si, 11.6015, 4.0087, 25.385, -0.0016, 0.0003, -0.0006
Si, 3.8953, 3.9748, 25.3166, -0.0016, 0.0013, 0.0034
Si, 7.7442, 4.0949, 25.3408, 0.0016, 0.0044, 0.0033
Si, 1.976, 8.1496, 25.1921, 0.0012, -0.0001, -0.0016
Si, 5.778, 8.1679, 25.3638, 0.0002, 0.0007, 0.0015
Si, 9.7125, 8.2649, 25.4264, -0.0022, -0.0011, 0.0046
Si, 11.6414, 9.5603, 25.2617, -0.0011, -0.001, -0.0024
Si, 3.8687, 9.5876, 25.0747, 0.0002, 0.0002, -0.0081
Si, 7.6919, 9.5225, 25.4034, 0.0037, -0.0004, -0.0006
Si, 11.6536, -0.0095, 27.2051, -0.0052, -0.001, -0.0013
Si, 3.9042, -0.0543, 27.1236, -0.0001, -0.0038, -0.0069
Si, 7.7611, -0.0152, 27.2822, 0.0017, -0.0047, 0.0016
Si, 1.989, 1.3134, 27.2773, 0.0008, 0.0014, 0.0021
Si, 5.8305, 1.3231, 27.2047, -0.0036, 0.0005, -0.0022
Si, 9.6986, 1.3327, 27.2062, -0.0011, -0.0002, -0.0029
Si, 11.5952, 5.4718, 27.2381, -0.0011, -0.0015, 0.0029
Si, 3.8494, 5.4226, 27.2122, -0.0029, -0.003, 0.0035
Si, 7.715, 5.4617, 27.2648, 0.0005, -0.004, 0.0057
Si, 1.9406, 6.8271, 27.18, -0.0007, -0.0021, -0.003
Si, 5.7624, 6.7992, 27.2725, 0.0007, 0.001, 0.0036
Si, 9.657, 6.8171, 27.2807, -0.0051, 0.0027, 0.0026
Si, 1.9487, 2.7242, 29.1748, -0.0134, -0.0007, -0.0089
Si, 5.794, 2.7126, 29.1407, 0.0084, -0.0034, 0.0096
Si, 9.683, 2.7246, 29.1429, -0.0047, -0.0042, 0.0066
Si, 0.0144, 4.0964, 29.1641, 0.0028, -0.0029, -0.0036
Si, 3.8677, 4.0895, 29.166, 0.0097, 0.0115, -0.0073
Si, 7.7324, 4.0782, 29.1752, 0.0037, 0.0013, -0.0095
Si, 1.944, 8.1872, 29.1367, 0.0002, -0.0004, 0.0049
Si, 5.7913, 8.1939, 29.1773, 0.0062, -0.0017, -0.0156
Si, 9.6744, 8.2053, 29.188, 0.008, -0.0083, -0.0232
Si, 0.0117, 9.5619, 29.148, 0.0017, 0.0068, 0.0136
Si, 3.8726, 9.5674, 29.1235, -0.0055, 0.0253, 0.013
Si, 7.7347, 9.5476, 29.1918, -0.0097, 0.0066, -0.0138
Si, 0, 0, 31.0965, 0.065, 0.0053, -0.0784
Si, 3.8672, 0, 31.0965, -0.0157, 0.0024, -0.237
Si, 7.7343, 0, 31.0965, -0.0273, 0.0406, 0.1147
Si, 1.9336, 1.3673, 31.0965, 0.0053, -0.0615, 0.0765
Si, 5.8008, 1.3673, 31.0965, -0.011, -0.0132, -0.11
Si, 9.6679, 1.3673, 31.0965, 0.012, -0.0694, -0.0928
Si, 0, 5.469, 31.0965, 0.0161, -0.0129, 0.0061
Si, 3.8672, 5.469, 31.0965, 0.0287, 0.0173, -0.0165
Si, 7.7343, 5.469, 31.0965, -0.0003, -0.0352, 0.0176
Si, 1.9336, 6.8362, 31.0965, 0.014, -0.0192, -0.117
Si, 5.8008, 6.8362, 31.0965, -0.0237, -0.0826, 0.1153
Si, 9.6679, 6.8362, 31.0965, 0.0476, -0.1401, 0.1617
Si, 1.9336, 2.7345, 0.9679, 0.0066, 0.0574, -0.0268
Si, 5.8008, 2.7345, 0.9679, -0.0285, 0.0304, -0.1764
Si, 9.6679, 2.7345, 0.9679, 0.033, 0.0409, 0.0576
Si, 0, 4.1018, 0.9679, -0.0587, 0.0452, -0.0201
Si, 3.8672, 4.1018, 0.9679, 0.0363, -0.0106, -0.0129
Si, 7.7343, 4.1018, 0.9679, 0.0468, 0.1251, 0.1612
Si, 1.9336, 8.2035, 0.9679, 0.0471, 0.0281, 0.0068
Si, 5.8008, 8.2035, 0.9679, -0.0298, 0.104, -0.072
Si, 9.6679, 8.2035, 0.9679, 0.0515, 0.145, 0.077
Si, 0, 9.5708, 0.9679, -0.0606, 0.0118, 0.0238
Si, 3.8672, 9.5708, 0.9679, 0.0025, 0.014, 0.1151
Si, 7.7343, 9.5708, 0.9679, 0.0907, -0.0614, -0.0293
Si, 11.6096, 0.0129, 2.9092, 0.0041, -0.0174, -0.0084
Si, 3.8569, 0.0211, 2.9318, -0.0158, -0.2326, 0.0089
Si, 7.7549, 0.008, 2.8863, -0.0054, -0.0196, -0.0031
Si, 1.9324, 1.3785, 2.8964, 0.0026, 0.0017, -0.0434
Si, 5.8264, 1.3391, 2.8586, 0.0086, 0.0587, 0.0285
Si, 9.6713, 1.3772, 2.9161, -0.0185, 0.005, 0.0017
Si, 11.5872, 5.4917, 2.8864, 0.0008, -0.024, -0.0196
Si, 3.8935, 5.4821, 2.8958, -0.0319, 0.0098, -0.0128
Si, 7.7547, 5.5229, 2.8934, 0.0611, 0.0179, -0.016
Si, 1.9349, 6.8193, 2.8916, -0.0148, 0.0352, 0.0154
Si, 5.8111, 6.8594, 2.8961, 0.006, 0.0174, 0.0243
Si, 9.6797, 6.8865, 2.9375, -0.0023, -0.0007, -0.0338
Si, 1.9647, 2.779, 4.7904, 0.016, -0.0086, 0.0677
Si, 5.931, 2.766, 4.7201, 0.1377, -0.0108, 0.1382
Si, 9.6366, 2.7993, 4.8227, -0.0176, 0.0379, -0.0131
Si, 11.596, 4.1112, 4.7997, -0.0289, 0.0056, -0.0132
Si, 3.9617, 4.063, 4.7817, 0.0431, -0.0343, -0.0128
Si, 7.7796, 4.247, 4.8661, 0.0487, 0.0646, -0.087
Si, 1.8964, 8.1499, 4.8463, 0.0592, -0.0162, -0.03
Si, 5.7943, 8.2787, 4.7942, -0.0816, 0.0615, -0.0196
Si, 9.667, 8.2964, 4.8886, -0.0114, -0.0045, -0.0247
Si, 11.6292, 9.6317, 4.8765, -0.0343, -0.0136, -0.0022
Si, 3.7983, 9.5301, 4.8382, 0.0538, 0.1303, 0.0013
Si, 7.7249, 9.651, 4.8562, 0.0523, 0.0209, 0.0066
Si, 11.5825, 0.1908, 6.7523, 0.06, -0.0349, 0.0249
P, 3.705, -0.1684, 6.8394, 0.2185, -0.213, 0.5701
Si, 7.7069, 0.0937, 6.8151, -0.1569, -0.1806, 0.0681
Si, 2.0623, 1.3922, 6.692, 0.1084, 0.0222, 0.2134
P, 5.6993, 1.1604, 6.3452, -0.0494, 0.1912, -0.3216
Si, 9.6511, 1.5422, 6.8259, 0.0133, 0.0197, 0.072
Si, 11.5435, 5.4904, 6.7072, -0.0127, -0.02, 0.0303
Si, 4.0287, 5.3769, 6.7367, -0.0167, -0.0439, 0.0082
Si, 7.761, 5.6739, 6.8085, 0.009, -0.0268, 0.0061
Si, 2.0115, 6.5882, 6.6574, 0.0028, 0.0889, 0.1448
Si, 5.8258, 6.9624, 6.7203, -0.0132, 0.0436, 0.0687
Si, 9.7668, 7.0299, 6.8998, -0.0223, 0.0214, 0.0247
O, 9.9686, 7.9852, 8.2824, 0.0044, -0.0241, -0.0286
O, 7.5547, 10.0302, 8.1641, -0.0468, 0.0785, -0.036
O, 7.4217, 4.6997, 8.1239, 0.0055, 0.0123, -0.0059
O, 2.9905, 10.2621, 8.3428, -0.1548, -0.1149, 0.1029
O, 2.1574, 7.42, 8.0788, -0.0057, -0.0838, -0.021
O, 4.1253, 4.4426, 8.1368, 0.0273, 0.0197, 0.0061
O, 9.7786, 2.4642, 8.2161, -0.003, -0.0296, -0.0389
O, 2.6239, 2.275, 8.0218, -0.0011, 0.0294, -0.0238
O, 11.3999, 4.5819, 8.0903, -0.0122, 0.0102, -0.0248
O, 5.3712, 2.1273, 7.6386, -0.0782, 0.0648, 0.0558
O, 5.8083, 7.9646, 8.063, 0.0594, -0.0147, 0.0039
O, 11.3297, 10.2991, 8.153, -0.0331, 0.0055, -0.0203
O, 11.2764, 10.0836, 21.7926, -0.0007, 0.0003, -0.0009
O, 3.2374, 10.7139, 21.5251, 0.0022, 0.0017, 0.0049
O, 5.7652, 7.7865, 22.1684, -0.0065, -0.0008, 0.0028
O, 4.227, 4.4527, 21.933, -0.0055, 0.0035, 0.0029
O, 7.6798, 9.6916, 22.1823, -0.0001, 0.0008, -0.0006
O, 10.3204, 7.6693, 22.1725, -0.0017, -0.0025, 0.0015
O, 1.6161, 2.3921, 22.1095, 0.0002, -0.001, -0.0016
O, 5.9431, 2.4373, 21.8703, -0.0023, -0.0028, 0.0025
O, 8.4447, 4.6959, 22.2112, -0.0025, 0.0016, 0.0036
O, -0.0718, 4.4424, 22.0389, -0.0022, 0.0015, 0.0037
O, 2.3405, 7.3826, 21.9246, 0.0001, -0.007, 0.0047
O, 9.1338, 1.8789, 21.86, 0.0003, -0.0057, 0.0008
Si, 1.9324, 7.6991, 9.6405, 0.036, 0.066, -0.0597
Si, 5.0321, 0.5919, 17.6771, -0.0025, -0.0063, -0.0033
Si, 2.4782, 5.4238, 14.0538, -0.0094, -0.0016, -0.0238
Si, 10.5479, 3.8735, 14.0481, -0.0008, -0.003, -0.0058
Si, 8.2796, 2.3819, 15.2529, -0.0015, -0.0089, -0.009
Si, 9.5529, 2.2413, 20.3338, 0.0013, -0.0021, -0.0022
Si, 10.5056, 3.6582, 9.0808, 0.0242, 0.0123, 0.017
Si, 0.0243, 2.3138, 11.5728, 0.026, -0.0047, -0.0168
Si, 10.9784, 8.1188, 15.409, 0.0054, 0.0065, -0.0154
Si, 5.1637, 6.9391, 13.9715, -0.0056, 0.0065, -0.0188
Si, 5.7433, 2.5858, 11.0624, -0.0259, 0.0256, 0.0074
Si, 8.5814, 7.6622, 19.392, -0.0046, -0.0034, -0.0021
Si, 8.1254, 4.8429, 20.6253, 0.0001, -0.0009, -0.0028
Si, 5.9157, 9.5919, 15.1959, -0.006, 0.0032, -0.0188
Si, 2.1144, 7.6422, 20.3385, -0.002, 0.0042, -0.0063
Si, 1.9243, 4.8913, 18.7932, -0.0106, -0.0026, -0.0034
Si, 4.4939, 3.4523, 17.9963, -0.0037, -0.0058, -0.006
Si, 8.486, 8.9274, 16.8288, -0.0002, 0.007, -0.0114
Si, 0.8008, 9.4711, 13.3261, 0.0229, 0.0102, -0.0067
Si, 9.9084, 10.6403, 11.7198, 0.004, 0.0015, 0.0248
Si, 5.3555, 3.7079, 21.0036, 0.0031, -0.0026, -0.0048
Si, 0.5692, 5.5123, 16.2761, -0.0078, 0.0065, -0.0022
Si, 10.796, 9.1273, 9.1351, 0.0826, 0.0014, 0.0031
Si, 6.5637, 8.8982, 21.2867, -0.0026, 0.0043, -0.0042
Si, 7.0826, 7.1555, 11.4341, -0.0097, -0.0093, -0.0207
Si, 2.6418, 0.7236, 12.279, -0.0029, -0.0232, -0.0253
Si, 10.8906, 8.681, 21.0351, 0.0015, 0.0018, -0.0036
Si, 6.0464, 4.3401, 15.6058, -0.0113, -0.0056, -0.006
Si, 7.0874, 0.489, 12.9659, -0.0057, -0.0139, -0.0059
Si, 4.1126, 2.834, 8.4587, -0.0317, -0.0952, -0.1181
Si, 0.8573, 6.7383, 11.9356, 0.0242, 0.0123, -0.0513
Si, 6.4957, 9.0991, 9.0238, -0.1251, -0.0265, -0.0027
Si, 0.6689, 3.2841, 21.1428, -0.0011, -0.0018, -0.0025
Si, 9.7553, 6.5212, 12.8921, -0.0045, 0.0176, -0.016
Si, 7.7127, 4.5591, 9.7195, -0.0111, 0.0298, 0.0143
Si, 3.9866, 10.0784, 20.2078, 0.0041, 0.0023, -0.0053
Si, 4.2358, 3.0454, 13.5015, -0.0067, -0.0237, -0.0287
Si, 3.7382, 9.9585, 9.7992, -0.1431, 0.0341, -0.3381
Si, 8.0487, 0.7817, 18.0295, -0.0037, -0.0066, 0
O, 11.4898, 3.2504, 12.8866, -0.0111, 0.0039, 0.0013
O, 9.3366, 4.4878, 9.8833, -0.0021, -0.0097, -0.0087
O, 8.8088, 3.6015, 19.8506, -0.0038, 0.0003, -0.0018
O, 4.032, -0.043, 18.8022, 0.0005, -0.002, 0.0024
O, 11.3235, 4.525, 15.3144, -0.0061, -0.0047, -0.0011
O, 9.8824, 9.7776, 10.3251, 0.0071, -0.0136, -0.0041
O, 3.7451, 1.5251, 13.1756, 0.0063, 0.0214, 0.0163
O, 0.6267, 9.0156, 14.8795, -0.0124, -0.0078, 0.0068
O, 6.4677, 0.9975, 18.3698, 0.0035, 0.0034, -0.0018
O, 4.7706, 3.1762, 19.5853, 0.0018, 0.0027, 0.0057
O, 6.2586, 1.1777, 11.7288, -0.0148, 0.0107, -0.0166
O, 0.5536, 8.5558, 9.8209, -0.071, -0.0126, -0.0142
O, 5.6258, 4.334, 17.1925, -0.0008, 0.0032, 0.0023
O, 8.4181, 7.2142, 12.3383, 0.0088, -0.0034, 0.0077
O, 4.4689, 2.4943, 10.0158, 0.1045, 0.0067, -0.0138
O, 2.0648, 5.6493, 15.6121, -0.0037, -0.0055, 0.0016
O, 3.3542, 0.0005, 11.0182, 0.0129, -0.0269, -0.016
O, 5.8625, 7.2179, 12.5157, 0.0009, -0.0002, 0.0006
O, 2.3066, 6.3537, 19.3796, -0.0007, 0.003, -0.0017
O, 0.639, 4.9337, 17.7924, 0.0066, -0.0032, 0.0053
O, 8.4062, 10.6803, 12.3525, 0.004, 0.005, 0.0007
O, 5.3373, 10.1119, 9.5551, -0.0719, -0.0796, 0.0344
O, 0.5966, 8.1963, 20.1948, -0.0016, -0.0005, -0.0013
O, 9.7678, 2.604, 14.6782, -0.0022, 0.0063, -0.002
O, 1.9499, 10.6068, 13.2983, -0.0172, -0.0088, 0.0026
O, 9.9344, 9.1163, 16.1312, -0.006, -0.0084, 0.0037
O, 6.1469, 10.3602, 13.7693, 0.0008, -0.0001, 0.007
O, 7.4682, 1.6014, 14.0859, 0.0005, 0.0053, 0.0061
O, 1.6554, 3.9191, 20.0451, -0.0003, 0.0017, 0.0012
O, 5.934, 5.8077, 14.8886, -0.0017, -0.01, 0.0054
O, 7.3331, 8.9458, 15.6917, 0.0077, -0.0003, 0.0071
O, 1.5037, 1.6679, 11.6272, -0.0178, 0.006, 0.0055
O, 7.1103, 8.3907, 10.3606, -0.0097, 0.0083, -0.0309
O, 4.3249, 2.0003, 17.2544, 0.0017, 0.0028, 0.0052
O, 7.0298, 3.1978, 10.2817, -0.0128, -0.0024, -0.002
O, 11.4966, 6.9837, 16.4405, -0.0003, -0.0084, 0.0027
O, 8.249, 10.1351, 17.8568, -0.0047, 0.0056, 0.0011
O, 3.2638, 8.4515, 10.209, 0.0349, 0.0682, -0.0376
O, 7.5906, 3.8351, 15.5198, -0.0061, 0.0011, 0.0029
O, 3.1312, 4.3065, 17.8945, -0.0021, -0.001, 0.0015
O, 2.8776, 3.8952, 13.7084, -0.0107, 0.0165, 0.0075
O, 1.3184, 8.2178, 12.4379, -0.0141, -0.0079, 0.0023
O, 1.173, 5.708, 13.1369, 0.0155, 0.0006, 0.0062
O, 4.9744, 8.31, 14.8415, 0.0018, -0.0029, 0.0013
O, 11.1752, 2.3905, 20.3246, 0.0011, 0.0018, -0.0014
O, 10.9532, 9.9797, 12.7784, -0.012, 0.0043, -0.0089
O, 5.1904, 3.5566, 12.2652, 0.0014, -0.0273, -0.0178
O, 5.1094, 3.2248, 14.8564, 0.0083, 0.0104, 0.0031
O, 6.4942, 4.8036, 20.5528, -0.002, -0.0002, -0.0009
O, 8.3994, 1.5468, 16.6388, -0.0008, -0.0048, 0.0013
O, 10.4092, 1.2307, 11.4648, 0.002, -0.0027, 0.0001
O, 10.8559, 6.6209, 11.685, -0.0125, -0.004, 0.0138
O, 3.2501, 8.6854, 19.836, -0.0041, -0.0032, -0.0013
O, 1.697, 6.3756, 10.5777, -0.0312, 0.0072, 0.0372
O, 7.1655, 8.178, 19.9802, 0.0005, -0.0043, 0.0042
O, 8.4803, 7.5807, 17.7602, -0.0002, -0.0034, 0.006
O, 3.6698, 6.4208, 13.6272, 0.0044, 0.001, 0.012
O, 9.5377, 4.9722, 13.3627, 0.0036, -0.0095, 0.0063
O, 5.5235, 9.992, 20.7219, 0.006, -0.0083, 0.0007
O, 10.2428, 7.3882, 14.1641, -0.0058, 0.0055, 0.0164
O, 8.7969, 6.1593, 19.9639, 0.0002, -0.0048, -0.0019
O, 7.0594, 5.7827, 10.5611, 0.0023, 0.0014, 0.0055
O, 5.2599, 10.547, 16.3693, -0.0013, 0.006, 0.0073
O, 9.0512, 1.1474, 19.2502, 0.0031, -0.0002, -0.0037
O, 11.5704, 3.152, 10.1865, -0.0221, 0.0025, -0.0041
O, 9.7392, 8.7087, 19.8807, -0.0005, -0.0015, -0.0004

Results
free energy: -144870.790 eV
free energy less fixed offsets of O -568.88, P -755.39, Si -635.61 eV per atom: 2.640 eV

The program warned: the cutoff lies below the one the program advises for these potential files; the forces do not sum to zero within the program's tolerance; the exchange-correlation potential is rough where the density is thin.
